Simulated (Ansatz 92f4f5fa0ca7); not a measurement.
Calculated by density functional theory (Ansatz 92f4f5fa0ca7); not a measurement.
Periodic cell of 223 atoms, Si131O90As2, from a study of silicon, its oxide and their interface. The atomic structure is a simulated model.
Doubt: the cutoff is far below the 930 eV that the study's wrapper takes by default for these files, so forces and energies are approximate.
This geometry differs little from another in the collection (a relaxation step or a small displacement).

Settings: functional PBE; potential files Ansatz PAW; basis plane waves; wave-function cutoff 580 eV; density cutoff ratio 5; exchange-correlation grid ratio 1; k mesh 1 x 1 x 1, Gamma-centred; self-consistency stop 5e-08 eV per atom in the density residual; occupations fixed; spin none; net charge 0.

Cell vectors (angstrom)
a  10.938  0  0
b  0  10.938  0
c  0  0  32.1988

Atoms: element, x, y, z (angstrom)
Si  10.574  0.1344  24.8
Si  5.7493  10.6644  24.7463
Si  2.5918  2.9434  24.5633
Si  8.5009  2.4869  24.876
Si  0.2741  5.1203  24.8001
Si  5.1498  5.7294  24.6843
Si  2.9413  8.0035  24.6189
Si  7.9796  8.4498  24.7169
As  1.7367  0.9443  25.5557
Si  6.87  1.3051  26.0934
Si  4.0446  4.1169  26.0312
Si  9.6079  4.0813  26.1824
Si  1.406  6.8129  25.9975
Si  6.7996  6.8395  25.9823
Si  4.156  9.4855  26.0076
Si  9.4648  9.5822  26.1907
Si  2.8236  -0.0989  27.375
Si  8.1556  -0.0018  27.5609
As  0.0866  2.6299  27.4202
Si  5.4608  2.7328  27.3569
Si  2.714  5.4676  27.4425
Si  8.1695  5.4924  27.3644
Si  0.0035  8.1729  27.3753
Si  5.4865  8.1504  27.44
Si  4.0825  1.3767  28.7413
Si  9.5381  1.3709  28.8673
Si  1.3507  4.1399  28.834
Si  6.8289  4.1039  28.7403
Si  4.1045  6.8046  28.8011
Si  9.5558  6.8245  28.7519
Si  1.362  9.5669  28.7392
Si  6.7981  9.5356  28.8479
Si  0.006  -0.0048  30.1517
Si  5.4474  0.0082  30.1524
Si  2.7235  2.7442  30.1428
Si  8.1831  2.7511  30.1649
Si  -0.0135  5.4817  30.163
Si  5.4789  5.4516  30.1511
Si  2.7355  8.2015  30.1362
Si  8.2149  8.1891  30.1581
Si  1.3673  1.3673  31.515
Si  6.8362  1.3673  31.515
Si  4.1018  4.1018  31.515
Si  9.5708  4.1018  31.515
Si  1.3673  6.8362  31.515
Si  6.8362  6.8362  31.515
Si  4.1018  9.5708  31.515
Si  9.5708  9.5708  31.515
Si  2.7345  0  0.6835
Si  8.2035  0  0.6835
Si  0  2.7345  0.6835
Si  5.469  2.7345  0.6835
Si  2.7345  5.469  0.6835
Si  8.2035  5.469  0.6835
Si  0  8.2035  0.6835
Si  5.469  8.2035  0.6835
Si  4.1234  1.3587  2.0612
Si  9.5688  1.3566  2.0553
Si  1.37  4.1191  2.0394
Si  6.8509  4.0851  2.0611
Si  4.1058  6.8288  2.0564
Si  9.5806  6.8345  2.0547
Si  1.3827  9.55  2.058
Si  6.8304  9.5898  2.0527
Si  -0.0001  -0.032  3.3944
Si  5.4936  0.0124  3.4756
Si  2.7788  2.7833  3.3686
Si  8.1956  2.6967  3.4539
Si  0.0243  5.4795  3.437
Si  5.4863  5.4644  3.4107
Si  2.7724  8.2089  3.4527
Si  8.2127  8.2282  3.3842
Si  1.3952  1.3942  4.6431
Si  6.8511  1.3496  4.9109
Si  4.1606  4.0843  4.8085
Si  9.58  4.0854  4.7673
Si  1.4182  6.8309  4.8227
Si  6.8307  6.8879  4.7356
Si  4.1405  9.5765  4.8507
Si  9.5636  9.553  4.7979
Si  2.7504  0.11  6.0668
Si  8.2111  -0.0603  6.2725
Si  0.0309  2.6763  6.0523
Si  5.4814  2.725  6.2973
Si  2.82  5.4763  6.1835
Si  8.1773  5.4798  6.0492
Si  0.0191  8.186  6.1608
Si  5.5347  8.2219  6.2401
Si  3.8436  1.5709  7.6103
Si  9.8429  1.1415  7.4592
Si  1.6375  3.7996  7.3195
Si  6.6552  4.4144  7.489
Si  4.4101  6.632  7.5508
Si  9.3745  6.9459  7.4135
Si  1.1459  9.9183  7.3026
Si  7.1688  9.2274  7.6785
O  8.3249  8.0911  7.9222
O  2.7249  2.736  7.9611
O  9.657  1.4182  24.3061
O  4.0424  6.8466  24.1222
O  0.0311  0.025  7.963
O  5.528  5.5072  8.0401
O  6.8811  9.5793  24.178
O  1.3275  3.9514  24.2283
O  3.8655  7.3872  8.9383
O  0.8278  4.3769  8.6145
O  9.8204  6.1683  8.8075
O  2.1165  9.3896  8.5149
O  7.5104  3.9275  8.8157
O  4.2795  0.9232  9.0777
O  6.745  9.5558  9.2351
O  9.2173  1.8605  8.8056
O  7.8185  3.2311  23.5744
O  10.4811  5.7757  23.4832
O  5.0147  0.4182  23.4509
O  5.793  4.995  23.3565
O  3.244  2.4365  23.1306
O  2.2806  8.7731  23.2923
O  8.7164  7.7927  23.3925
O  -0.0475  10.1755  23.468
Si  4.4712  1.5717  22.4379
Si  3.5067  7.9244  14.0404
Si  7.1353  0.9513  14.6712
Si  0.9296  9.2965  22.5002
Si  1.1928  4.306  11.8888
Si  6.2851  8.9565  15.3217
Si  0.6924  1.3639  12.3077
Si  8.6582  4.9387  20.517
Si  0.3342  5.7127  9.372
Si  5.1239  3.1132  17.9453
Si  0.9033  3.736  16.7551
Si  10.4251  2.8281  19.2359
Si  5.2908  1.1787  10.3574
Si  0.9096  0.1589  19.8585
Si  6.6585  9.4582  10.8731
Si  9.3607  9.6657  18.3347
Si  9.4066  9.2423  12.5784
Si  6.6447  3.8174  22.6068
Si  2.4481  8.0721  9.3885
Si  10.6128  7.3589  17.0865
Si  2.5328  6.2834  16.5892
Si  10.1935  4.4851  14.198
Si  6.1635  9.171  18.5184
Si  7.9779  2.5739  9.5881
Si  8.8941  2.1425  12.459
Si  5.3624  6.2322  18.0741
Si  3.9495  0.5433  19.4629
Si  4.2903  3.8355  12.057
Si  5.5596  6.5971  12.1441
Si  8.0361  2.4907  17.2254
Si  4.378  2.4759  14.9729
Si  1.5571  1.2061  15.2663
Si  1.5883  9.4102  12.055
Si  8.069  6.8442  13.8704
Si  10.4003  9.8286  15.496
Si  9.8611  6.9668  22.5605
Si  8.1348  5.4715  17.4164
O  6.061  7.9569  11.3008
O  6.0462  9.1919  16.902
O  7.6936  1.3619  13.2017
O  0.9088  1.7432  13.8785
O  9.4526  6.2454  16.8905
O  6.7792  6.1954  13.1401
O  5.1545  4.6482  18.6192
O  9.2515  2.1396  18.2814
O  2.3902  0.0819  19.0907
O  9.4325  10.2234  16.7769
O  2.8012  4.4328  11.723
O  5.0886  10.3081  19.1019
O  9.4396  3.2358  13.5062
O  0.4802  1.7477  19.9698
O  3.1711  1.3584  15.0743
O  8.1929  5.3604  19.0299
O  3.9157  6.587  17.4014
O  4.5972  3.28  16.3916
O  9.08  5.6618  14.3242
O  5.6668  2.6211  22.097
O  10.6944  4.1405  15.6942
O  0.3616  3.8543  18.292
O  10.448  10.4991  19.2322
O  9.6591  10.0183  14.0396
O  11.0255  7.98  22.0333
O  1.2098  2.1521  16.5415
O  9.753  3.7267  20.4257
O  8.1604  4.0194  16.69
O  -0.0241  9.1012  11.9175
O  6.6075  2.4076  18.0136
O  5.5929  10.7135  11.2055
O  7.772  9.5803  18.854
O  10.0433  1.0201  12.0729
O  1.3156  6.9631  9.0832
O  0.6402  4.7619  13.3607
O  5.7306  7.6105  18.9891
O  5.2501  5.0813  11.5272
O  2.734  6.9792  15.1293
O  0.9253  2.7402  11.4776
O  0.88  10.678  15.5586
O  2.4253  8.5854  10.9251
O  4.7067  2.4257  11.2823
O  4.2697  3.5056  13.6878
O  2.2203  4.6744  16.5008
O  10.726  8.242  15.7085
O  6.9461  10.284  14.6743
O  2.3578  8.9475  13.4381
O  8.0532  1.5097  15.915
O  4.1466  6.9892  12.8686
O  4.1974  1.9975  18.7205
O  7.3267  4.4398  21.2873
O  8.4261  2.9269  11.1125
O  1.2025  6.857  17.3717
O  5.6707  1.5673  14.7732
O  8.143  9.7525  11.6017
O  9.2382  6.2664  21.2432
O  8.9792  7.7096  12.8624
O  1.6695  0.117  11.8954
O  6.6692  6.1348  17.0725
O  7.414  7.7927  15.0445
O  1.239  10.2744  21.2385
O  10.053  8.188  18.3663
O  3.9948  0.8344  21.0747
O  0.3454  5.3294  10.9403
O  6.7101  1.5693  9.6557
O  4.7931  8.7021  14.694

Results
free energy: -144176.451 eV
free energy less fixed offsets of As -4856.12, O -568.88, Si -635.61 eV per atom: -0.101 eV

Forces (eV/angstrom), in the order of the atoms: element, x, y, z
Si  0.0687  0.0752  -0.2012
Si  -0.0045  -0.008  -0.0042
Si  -0.1228  -0.013  0.078
Si  -0.0081  -0.0732  -0.1607
Si  0.043  0.0024  -0.0502
Si  0.0082  0.0047  -0.0228
Si  0.0088  0.0243  0.0168
Si  -0.0067  -0.009  0.0031
As  0.405  -0.3758  -0.2948
Si  0.0078  0.0077  -0.0265
Si  -0.0156  -0.0241  -0.0429
Si  -0.0037  0.016  -0.0386
Si  0.0112  0.0038  -0.0226
Si  -0.019  0.0089  0.0362
Si  -0.018  -0.0072  0.0485
Si  0.0118  -0.0385  -0.0406
Si  -0.0783  0.0975  -0.118
Si  -0.0213  0.0008  0.0087
As  -0.052  0.0999  0.1815
Si  -0.0131  0.0052  -0.021
Si  -0.0155  -0.014  -0.0444
Si  0.0237  -0.0242  -0.0314
Si  0.0001  -0.0144  -0.0248
Si  0.0012  -0.0091  -0.0706
Si  0.0348  -0.0035  0.075
Si  0.0027  0.0464  0.0679
Si  -0.0533  -0.03  0.0359
Si  -0.0023  -0.0066  0.0739
Si  0.0046  0.0326  0.0301
Si  0.0141  0.0238  0.074
Si  0.0034  -0.04  0.0951
Si  0.0145  0.0068  0.0052
Si  0.0221  -0.0237  -0.0628
Si  -0.0182  0.0393  -0.0116
Si  0.0332  -0.0279  -0.0421
Si  0.0037  0.0303  -0.0604
Si  -0.0436  0.0116  -0.0422
Si  -0.0228  0.0043  -0.0327
Si  -0.0213  0.0056  -0.0229
Si  0.0019  0.0173  -0.0354
Si  0.0862  -0.0389  -0.0079
Si  -0.109  0.052  0.0002
Si  0.0249  -0.065  0.009
Si  -0.0937  0.0945  0.0806
Si  -0.023  0.1388  -0.0413
Si  0.062  -0.1018  0.0444
Si  -0.1713  0.0266  -0.0202
Si  0.0377  -0.0389  0.029
Si  0.049  -0.0469  0.1562
Si  -0.0356  0.0678  -0.0878
Si  -0.0572  -0.0083  0.0871
Si  0.0433  -0.095  0.0778
Si  -0.0312  0.1419  -0.1273
Si  0.0738  -0.0883  0.1374
Si  0.1396  -0.0503  0.0424
Si  -0.0101  0.0384  0.0756
Si  0.0131  0.0078  -0.0176
Si  -0.0019  -0.0221  -0.0024
Si  0.0077  0.0118  -0.0133
Si  -0.004  -0.0042  -0.0085
Si  0.0012  -0.0063  0.0002
Si  0.0005  0.0066  -0.0151
Si  0.0016  -0.0101  -0.0161
Si  -0.0008  0.0088  -0.0074
Si  0.0119  0.0278  0.0246
Si  -0.0162  -0.0037  -0.0212
Si  -0.0196  -0.0344  0.0376
Si  0.0077  0.0273  -0.0194
Si  -0.0158  -0.0031  -0.0105
Si  0.0025  0.0098  0.0151
Si  -0.0142  -0.0013  -0.0213
Si  0.0006  -0.0136  0.0293
Si  0.0032  -0.0036  -0.0404
Si  -0.0035  -0.01  0.0164
Si  0.0062  0.0112  -0.0176
Si  -0.0056  -0.006  0.0001
Si  0.0105  0.0093  0.0025
Si  0.0017  0.0013  -0.0181
Si  0.0074  0.0069  0.021
Si  -0.015  -0.0104  -0.023
Si  -0.0007  0.0109  0.0013
Si  -0.0021  -0.0034  -0.0025
Si  0.0071  -0.0049  0.0012
Si  -0.0044  -0.0029  -0.0017
Si  0.0029  0.002  0.0005
Si  0.0007  0.0033  0.0039
Si  -0.0036  -0.0042  0.0005
Si  0.0048  -0.0016  0.0019
Si  -0.0052  -0.0033  -0.0242
Si  0.009  0.0081  -0.0147
Si  -0.0089  -0.0063  -0.0196
Si  0.0016  0.0183  -0.0089
Si  0.0053  0.0008  -0.0127
Si  -0.0106  0.0043  -0.0174
Si  -0.0019  0.0091  -0.0116
Si  -0.0018  -0.0043  -0.0284
O  -0.0052  -0.0051  0.0073
O  0.0076  -0.0102  0.0021
O  -0.1369  0.0543  0.1191
O  0.0142  -0.007  -0.0235
O  0.0052  -0.0011  0.0008
O  0.0061  -0.0043  0.0012
O  0.0002  -0.0099  -0.0141
O  -0.0493  0.1  0.0009
O  -0.0067  0.0046  0
O  -0.0046  0.0069  0.0094
O  0.0054  -0.0023  0.0003
O  0.002  -0.005  0.002
O  0.0019  -0.0092  -0.0026
O  0.0038  0.0018  0.0101
O  -0.0018  0.002  0.0117
O  -0.0068  0.0039  0.0041
O  -0.0247  -0.0068  0.0195
O  -0.0039  0.0143  0.0107
O  0.0011  0.0641  -0.0525
O  0.0813  -0.11  -0.0369
O  0.0598  -0.0938  0.0903
O  -0.0713  -0.0118  -0.0345
O  0.0353  -0.0595  -0.0272
O  0.1294  0.0277  0.1083
Si  -0.0236  0.0556  0.0344
Si  0.0004  -0.0006  0.0274
Si  0.0043  0.0005  0.0292
Si  -0.1222  0.105  0.1502
Si  -0.0013  0.0022  0.0268
Si  -0.0005  -0.0013  0.03
Si  -0.001  0.0002  0.0261
Si  0.0022  -0.0065  -0.0039
Si  -0.0039  -0.0036  0.0081
Si  -0.0009  -0.0019  0.0201
Si  -0.001  0.001  0.0304
Si  0.0055  -0.0075  0.0155
Si  0.0008  -0.0061  0.0173
Si  -0.0018  -0.0009  0.0275
Si  -0.0019  0.0043  0.0147
Si  0.002  0.0044  0.0243
Si  -0.0012  0.0014  0.0311
Si  -0.0871  -0.0325  0.0492
Si  0.0055  -0.0022  0.0104
Si  0.0035  -0.0012  0.0239
Si  0.0029  -0.0063  0.0239
Si  0.0032  -0.0053  0.0324
Si  0.0001  -0.0008  0.0182
Si  0.0053  0.0013  0.0136
Si  -0.0021  -0.0022  0.0226
Si  -0.0014  0.0032  0.0206
Si  -0.0061  -0.003  0.0136
Si  0.0005  -0.0029  0.0307
Si  0.0016  0.0011  0.0261
Si  0.0033  -0.0034  0.0263
Si  -0.0032  0  0.0288
Si  -0.0011  0.0013  0.0311
Si  0.0042  -0.0038  0.0239
Si  -0.0024  0.0012  0.0292
Si  0.001  0.0021  0.0266
Si  0.0349  0.0507  0.0124
Si  -0.0018  0.0017  0.022
O  -0.0002  -0.0046  -0.0142
O  0.0018  -0.0008  -0.0159
O  -0.0005  -0.0015  -0.0147
O  0.0016  0.0014  -0.0159
O  -0.002  -0.0023  -0.0136
O  0.0026  -0.001  -0.0167
O  0.0008  -0.0014  -0.0116
O  -0.0018  0.0026  -0.0122
O  0.0046  -0.0003  -0.0112
O  0.0006  -0.0007  -0.0173
O  0.0023  0.001  -0.0193
O  0.0007  -0.0014  -0.0093
O  0.0028  0.0005  -0.0159
O  -0.0008  0.0085  -0.0176
O  -0.0008  -0.0024  -0.0206
O  0.0013  0  -0.0082
O  0.0008  0.0002  -0.0131
O  -0.0003  0.0029  -0.0167
O  -0.0012  0.0004  -0.0153
O  0.0189  0.036  0.0921
O  -0.0031  0.0025  -0.0196
O  -0.0026  -0.0015  -0.0121
O  -0.0057  -0.0034  -0.0148
O  0.0002  -0.0017  -0.0187
O  -0.0041  0.0138  0.0535
O  0.0017  -0.0009  -0.0196
O  -0.0042  0.0034  -0.0045
O  0.0012  0.001  -0.0184
O  -0.0028  -0.0004  -0.018
O  0.0007  -0.0008  -0.0125
O  -0.0001  -0.0006  -0.0142
O  -0.0001  -0.0019  -0.0118
O  0.0012  -0.0004  -0.0178
O  0.0016  0.0007  -0.0095
O  -0.0002  -0.0014  -0.0164
O  -0.0001  -0.0048  -0.011
O  -0.0014  -0.0007  -0.0162
O  0  0.0017  -0.0173
O  0.0014  0  -0.0163
O  0.0006  0.0006  -0.0186
O  -0.0058  0.0037  -0.0052
O  -0.0026  0.0063  -0.0132
O  0.0007  -0.0006  -0.0171
O  0.0015  0.0017  -0.0178
O  -0.0007  -0.0015  -0.0172
O  -0.0008  -0.0016  -0.0185
O  0.0012  -0.0015  -0.016
O  -0.0012  0.0006  -0.0163
O  -0.0022  0.0014  -0.0157
O  0.001  0.003  -0.013
O  -0.0074  0.0053  -0.0011
O  0  -0.0003  -0.0098
O  -0.003  0.0014  -0.0132
O  0.001  -0.0028  -0.0186
O  0.0061  -0.001  -0.0136
O  -0.0067  -0.0054  -0.0078
O  0.0007  -0.003  -0.0165
O  -0.0003  -0.0003  -0.0165
O  0.0011  -0.0012  -0.0142
O  0.0007  -0.0024  -0.0189
O  -0.0076  -0.0037  0.0175
O  -0.001  -0.0036  -0.0144
O  0.0037  0.0096  0.0059
O  0.0028  -0.0015  -0.0075
O  -0.0022  -0.001  -0.0125
O  -0.001  -0.0024  -0.0177

The program warned: the cutoff lies below the one the program advises for these potential files; the exchange-correlation potential is rough where the density is thin.
